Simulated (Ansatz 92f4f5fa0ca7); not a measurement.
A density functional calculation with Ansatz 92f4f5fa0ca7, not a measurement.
Periodic cell of 226 atoms, Si133O92As1, from a study of silicon, its oxide and their interface. The atomic structure is a simulated model.
Doubt: the cutoff is far below the 930 eV that the study's wrapper takes by default for these files, so forces and energies are approximate.
This geometry differs little from another in the collection (a relaxation step or a small displacement).

Settings
functional: PBE
potential files: Ansatz PAW
basis: plane waves
wave-function cutoff: 580 eV
density cutoff ratio: 5
exchange-correlation grid ratio: 1
k mesh: 1 x 1 x 1, Gamma-centred
self-consistency stop: 5e-08 eV per atom in the density residual
occupations: fixed
spin: none
net charge: +1 e, with a uniform compensating background and no finite-size correction

Cell vectors (angstrom)
a, 10.938, 0, 0
b, 0, 10.938, 0
c, 0, 0, 31.9494

Atoms and the computed forces on them: element, x, y, z (angstrom), force x, y, z (eV/angstrom)
Si, 10.626, 0.0068, 24.4109, -0.008, -0.004, -0.0335
Si, 5.0784, 0.1288, 24.6608, 0.0003, -0.0011, -0.0391
Si, 2.8242, 2.2963, 24.5239, 0.0048, 0.0007, -0.0324
Si, 8.5718, 2.4429, 24.5583, -0.0009, -0.0025, -0.0382
Si, 10.7113, 5.5925, 24.3293, 0.0046, 0.0061, -0.0357
Si, 5.1588, 5.6219, 24.4436, -0.0169, -0.0058, -0.0341
Si, 2.9891, 7.9622, 24.4011, -0.0044, -0.0065, -0.0315
Si, 8.4203, 7.8358, 24.4104, 0.0087, 0.0005, -0.0202
Si, 1.2934, 1.1345, 25.8364, 0.0055, 0.004, -0.0125
Si, 6.8178, 1.3337, 25.7385, 0, 0.0011, -0.0203
Si, 3.9875, 4.0148, 25.7279, 0.0004, 0.0029, -0.0162
Si, 9.6926, 4.0269, 25.8498, 0.0008, -0.0003, -0.0099
Si, 1.3407, 6.7995, 25.6678, -0.0037, 0.0055, -0.0199
Si, 6.806, 6.7271, 25.7476, 0.0051, 0.0043, -0.0154
Si, 4.001, 9.4723, 25.9579, 0.0025, 0.0083, -0.0091
Si, 9.4849, 9.4456, 25.7997, -0.0019, -0.0005, -0.019
Si, 2.6333, -0.1281, 27.2908, -0.0047, -0.0114, 0.0013
Si, 8.1414, -0.0626, 27.1419, 0.0026, -0.0025, -0.0079
Si, 0.083, 2.6582, 27.2082, -0.001, -0.0045, 0.0043
Si, 5.4553, 2.7276, 27.1066, -0.0065, -0.0037, -0.0057
Si, 2.668, 5.4196, 27.1049, -0.0001, -0.0037, -0.011
Si, 8.1946, 5.3734, 27.1283, -0.0086, -0.0037, 0.004
Si, 0.014, 8.1571, 27.1279, 0.0025, 0.0031, -0.0051
Si, 5.5147, 8.1453, 27.1772, 0.0027, -0.0031, 0.0074
Si, 4.0893, 1.3339, 28.4902, -0.0056, -0.0078, 0.0018
Si, 9.5469, 1.3202, 28.5011, -0.0034, -0.0026, 0.0032
Si, 1.393, 4.0704, 28.5636, -0.0122, -0.0002, -0.0115
Si, 6.8111, 4.0647, 28.5193, 0.0008, -0.005, -0.0007
Si, 4.083, 6.779, 28.4823, 0.0018, 0, 0.0092
Si, 9.5623, 6.7834, 28.4757, -0.0046, -0.0049, 0.0125
Si, 1.29, 9.481, 28.6316, 0.0118, 0.013, -0.0336
Si, 6.8279, 9.5395, 28.5603, -0.0019, -0.0017, -0.0107
Si, -0.0454, -0.0182, 29.9304, 0.005, 0.0131, 0.0022
Si, 5.4526, -0.0106, 29.8887, -0.0095, -0.0018, 0
Si, 2.7747, 2.718, 29.898, -0.0055, -0.0119, -0.0014
Si, 8.1883, 2.7056, 29.8714, 0.0056, 0.0027, -0.0015
Si, -0.0166, 5.4402, 29.8865, -0.0017, 0.0022, 0.0046
Si, 5.4578, 5.4492, 29.8834, 0.0094, 0.0019, -0.0003
Si, 2.7366, 8.1413, 29.905, 0.0067, -0.0004, -0.0046
Si, 8.2265, 8.1749, 29.8769, 0.0039, -0.0134, 0.0003
Si, 1.3666, 1.379, 31.2468, -0.0066, 0.0005, -0.0064
Si, 6.8236, 1.3661, 31.2521, 0.0047, 0.0044, -0.008
Si, 4.1176, 4.0875, 31.2759, -0.0026, 0.0058, 0.0019
Si, 9.548, 4.084, 31.2513, 0.0003, -0.0022, -0.0026
Si, 1.357, 6.8082, 31.2681, -0.0034, 0.0014, -0.0036
Si, 6.8344, 6.8389, 31.2389, -0.0025, 0.0021, -0.0083
Si, 4.088, 9.5602, 31.2504, 0.0033, -0.0041, -0.0045
Si, 9.5519, 9.5439, 31.2883, 0.0008, -0.002, 0.0051
Si, 2.7391, 0.0161, 0.6623, 0.0018, 0.0056, -0.002
Si, 8.202, 0.0221, 0.6659, 0.0046, 0.005, -0.0079
Si, 0.0107, 2.7546, 0.6783, -0.004, 0.0074, -0.0135
Si, 5.494, 2.7486, 0.7002, 0.008, -0.0001, -0.0024
Si, 2.7367, 5.4626, 0.6775, -0.0097, -0.0055, -0.0101
Si, 8.2084, 5.4926, 0.667, 0.012, -0.0034, -0.0111
Si, 0.0176, 8.2051, 0.7035, 0.0003, -0.0132, -0.0089
Si, 5.4817, 8.2257, 0.6706, 0.0006, 0.0011, -0.0064
Si, 4.0825, 1.3998, 2.0482, -0.0014, -0.0009, 0.0087
Si, 9.6001, 1.3618, 2.0302, 0.0146, 0.0049, 0.0081
Si, 1.3552, 4.1484, 2.0597, -0.009, 0.0002, 0.0013
Si, 6.8472, 4.1538, 2.0453, -0.0002, 0.0033, 0.0047
Si, 4.1138, 6.8469, 2.0241, 0.0033, -0.0052, -0.0118
Si, 9.582, 6.8426, 2.0672, 0.0046, 0.0046, 0.0022
Si, 1.3653, 9.6365, 2.0498, -0.0214, 0.0082, -0.0025
Si, 6.8505, 9.611, 2.0336, -0.0127, -0.0061, 0.014
Si, 0.0162, 0.038, 3.4725, 0.0094, 0.0032, -0.0086
Si, 5.5306, 0.0946, 3.3933, -0.0053, -0.0122, -0.0066
Si, 2.7105, 2.7787, 3.4041, 0.0044, -0.0047, 0.0091
Si, 8.2638, 2.7868, 3.3351, -0.0095, 0.0029, 0.0198
Si, 0.0285, 5.5201, 3.4816, -0.0089, -0.0056, -0.0157
Si, 5.4705, 5.5192, 3.4247, -0.0013, 0.0181, 0.0071
Si, 2.6917, 8.1976, 3.3512, 0.0029, -0.0008, -0.015
Si, 8.2506, 8.2893, 3.385, -0.0072, -0.012, 0.0176
Si, 1.3647, 1.4599, 4.8308, 0.0107, 0.0032, 0.02
Si, 6.9212, 1.4922, 4.742, 0.0051, 0.0135, 0.0073
Si, 4.0563, 4.1553, 4.7572, -0.0043, 0.0092, -0.009
Si, 9.603, 4.081, 4.7885, 0.01, -0.0124, 0.0225
Si, 1.364, 6.9712, 4.8657, -0.02, -0.0164, 0.0037
Si, 6.8449, 6.9804, 4.7114, -0.0026, 0.0138, 0.0129
As, 4.096, 9.5805, 4.7639, 0.0019, -0.0324, 0.0412
Si, 9.6214, 9.5792, 4.8451, -0.0036, -0.0147, -0.0062
Si, 2.7382, 0.0638, 6.1647, -0.0451, 0.0719, 0.028
Si, 8.3027, 0.125, 6.0933, -0.0081, -0.0057, 0.0071
Si, 0.0183, 2.7938, 6.3199, -0.0051, 0.0059, 0.0103
Si, 5.5135, 2.8545, 6.069, -0.0032, -0.0235, 0.0184
Si, 2.7501, 5.5794, 6.1481, 0.0061, 0.0082, -0.0044
Si, 8.2528, 5.6008, 5.964, -0.0023, -0.0076, 0.0111
Si, 0.0379, 8.3047, 6.3801, 0.0078, 0, 0.0192
Si, 5.5233, 8.2741, 6.2417, 0.0609, -0.0044, 0.0604
Si, 4.4357, 1.1983, 7.326, 0.104, -0.0086, 0.1679
Si, 9.808, 1.1494, 7.6377, 0.0215, 0.0185, 0.0131
Si, 1.1751, 4.4977, 7.5241, -0.0286, 0.0031, 0.0003
Si, 6.6463, 4.5456, 7.2586, 0.0304, -0.0065, 0.016
Si, 4.3046, 6.6877, 7.5581, -0.0215, 0.0031, 0.0302
Si, 9.7221, 6.6093, 7.5166, -0.0009, 0.0003, 0.0034
Si, 1.266, 9.919, 7.724, 0.0011, 0.0082, -0.0081
Si, 6.73, 9.9824, 7.4143, -0.0347, 0.1135, 0.0919
O, 9.5831, 1.2435, 23.9762, 0.0055, 0.0024, 0.045
O, 4.1041, 6.8102, 23.9435, 0.011, -0.0045, 0.0373
O, 4.0141, 1.2414, 24.026, -0.0014, 0.002, 0.0466
O, 9.5393, 6.7049, 23.8956, -0.0037, 0.0006, 0.0374
O, -0.0315, 5.5423, 8.0146, 0.0163, -0.0069, -0.0067
O, 5.5903, 0.1528, 7.9225, -0.1016, -0.0554, -0.1496
O, 0.0733, 0.0853, 8.1471, 0.0204, -0.0066, -0.0215
O, 5.5443, 5.6273, 7.8844, -0.021, 0.0517, -0.0245
O, 7.6042, 3.9412, 8.4299, -0.0174, 0.0239, -0.0607
O, 8.7248, 7.0382, 8.7742, -0.0165, 0.0149, -0.0522
O, 2.1846, 9.4547, 9.0402, 0.0061, -0.0121, -0.0346
O, 8.8907, 1.6658, 8.9339, 0.0142, -0.0072, -0.0557
O, 7.6165, 9.4546, 8.6939, -0.0071, -0.0038, -0.0621
O, 3.5594, 1.8224, 8.5625, 0.0428, -0.0476, -0.1111
O, 3.5743, 7.219, 8.9518, 0.0053, -0.0094, -0.0673
O, 2.0593, 4.0221, 8.8364, 0.0193, -0.0072, -0.0527
O, 8.1408, 3.5023, 23.3648, 0.0123, -0.0097, 0.0645
O, 0.4553, 4.9415, 22.9513, -0.0033, -0.002, 0.0541
O, 1.9049, 2.7516, 23.2421, 0.0089, -0.0154, 0.0627
O, 5.832, 4.919, 23.1139, -0.0019, 0.003, 0.0521
O, 5.5312, 9.9886, 23.5093, -0.0265, 0.0105, 0.0823
O, 2.4476, 8.7024, 23.0236, 0.0042, -0.0042, 0.0557
O, 0.1904, 10.0728, 23.084, -0.0024, 0.0025, 0.0564
O, 7.7935, 8.5797, 23.072, -0.0026, -0.0034, 0.0467
Si, 8.6609, 7.7023, 18.443, 0.0055, -0.0022, -0.0218
Si, 8.7851, 6.3581, 13.6332, 0.0078, -0.0109, 0.103
Si, 3.7926, 1.5403, 14.7474, 0.0024, -0.0027, 0.0837
Si, 2.1387, 5.7554, 17.6272, -0.0041, -0.0001, -0.0001
Si, 2.4174, 3.1504, 19.4873, 0.0041, -0.0033, -0.0648
Si, 9.8142, 9.0328, 12.0858, 0.0013, 0.0138, 0.1531
Si, 1.3337, 9.4282, 22.0727, 0.0031, -0.0029, -0.1158
Si, 9.1713, 0.9649, 13.2027, 0.0012, 0.0018, 0.1148
Si, 1.4223, 5.052, 13.0321, -0.0109, -0.004, 0.1139
Si, 1.7926, 8.2532, 12.8311, -0.0168, 0.0034, 0.158
Si, 6.6538, 9.5579, 22.4249, 0.0036, -0.0063, -0.1199
Si, 4.5274, 4.6024, 15.7139, 0.0033, -0.0018, 0.0684
Si, 8.2124, 3.0131, 9.5991, -0.0118, 0.0028, 0.1285
Si, 0.8428, 8.2525, 19.2613, -0.002, -0.0066, -0.059
Si, 6.9522, 1.3562, 21.0928, -0.0008, -0.0015, -0.1027
Si, 8.2282, 8.3111, 9.6875, 0.0359, -0.0168, 0.1535
Si, 10.8911, 5.2084, 15.6106, -0.0005, -0.0045, 0.0675
Si, 7.5691, 9.5038, 16.3247, 0.0044, -0.0069, 0.0462
Si, 9.9328, 2.0636, 20.2995, -0.0024, -0.0083, -0.0822
Si, 3.2192, 8.5091, 9.9338, 0.0008, 0.0122, 0.152
Si, 6.6979, 3.3502, 17.4096, 0.0067, -0.0061, -0.0021
Si, 1.168, 0.2174, 19.8018, -0.0035, -0.0004, -0.0686
Si, 3.2333, 2.8086, 12.3077, 0.0018, -0.005, 0.1676
Si, 7.2214, 5.3973, 19.6833, -0.0025, 0.0052, -0.0743
Si, 5.748, 8.6704, 11.5577, 0.0118, 0.0141, 0.185
Si, 5.7834, 6.0688, 13.2034, 0.0009, -0.013, 0.1345
Si, 4.6332, 9.7082, 17.631, 0.0021, -0.0027, -0.0025
Si, 1.0248, 3.6052, 22.1691, -0.0088, 0.0002, -0.1109
Si, 4.899, 1.4895, 18.8013, -0.0074, 0.0003, -0.0362
Si, 3.1894, 3.0748, 9.5261, 0.0018, 0.0243, 0.168
Si, 6.4499, 10.8232, 13.8006, 0.0062, 0.0127, 0.1127
Si, 10.348, 0.1213, 15.9789, 0.0018, 0.0011, 0.0471
Si, 5.6608, 3.6498, 11.1621, 0.0265, 0.0004, 0.1577
Si, 9.8439, 3.8981, 11.9118, 0.0051, -0.0026, 0.1451
Si, 2.3404, 9.9247, 15.5579, -0.0025, 0.009, 0.0644
Si, 6.0777, 8.1235, 19.8025, 0.0014, -0.0083, -0.0773
Si, 6.9377, 3.9792, 22.3724, -0.0027, -0.0023, -0.114
Si, 9.7563, 2.7834, 17.3689, -0.0076, -0.0022, -0.0056
O, 7.1944, 6.3744, 13.973, -0.0093, 0.0019, -0.0442
O, 1.8831, 7.0656, 18.676, 0.0001, -0.0016, 0.015
O, 10.2914, 4.0454, 16.5338, 0.0029, 0.0087, -0.0175
O, 6.1645, 9.9615, 17.0576, 0.0077, -0.0032, -0.0117
O, 10.145, 0.7022, 14.4724, -0.0097, 0.0046, -0.0565
O, 8.4489, 6.1196, 18.8569, -0.0029, -0.003, 0.0203
O, 5.1699, 0.6886, 14.4412, 0.0094, -0.0053, -0.0377
O, 5.7203, 2.057, 17.5207, -0.0001, -0.0008, 0.0044
O, 8.349, 1.9486, 20.5562, -0.0074, -0.0014, 0.041
O, 1.9902, 4.3054, 18.4003, 0.0029, -0.0004, 0.0145
O, 6.9668, 2.7963, 10.6493, 0.0096, 0.0047, -0.0721
O, 4.8694, 2.7023, 12.2243, 0.0048, 0.0099, -0.0754
O, 6.0314, 4.3958, 16.3471, -0.0105, 0.0062, -0.0204
O, 4.5709, 3.8934, 9.9283, -0.0365, -0.0084, -0.1036
O, 10.6911, 2.7809, 21.5581, 0.0082, 0.0062, 0.0535
O, 9.7249, 6.1621, 14.9654, -0.0133, 0.0077, -0.047
O, 6.01, 6.4879, 19.8405, -0.0002, -0.0019, 0.0305
O, 4.0829, 0.1751, 18.2849, -0.0002, -0.0015, 0.0096
O, 9.2566, 10.5541, 12.2758, 0.0067, -0.0288, -0.062
O, 2.8525, 4.3536, 12.704, 0.0106, -0.0089, -0.0602
O, 1.9146, 10.7116, 21.2102, -0.0005, -0.0086, 0.0551
O, 3.9951, 2.73, 19.379, 0.0008, -0.0021, 0.0242
O, 0.7265, 10.044, 15.9692, 0.007, -0.0041, -0.0194
O, 1.2775, 9.8105, 18.8367, 0.0009, 0.0035, 0.0216
O, 1.7125, 1.6718, 19.2707, -0.0011, -0.0037, 0.0266
O, 8.9375, 10.3986, 16.507, -0.0005, -0.0005, -0.0138
O, 4.8734, 8.5851, 18.7979, 0.0026, -0.001, 0.0179
O, 9.577, 8.7589, 10.4869, -0.024, -0.0099, -0.0966
O, 6.7496, 4.0886, 18.8579, 0.002, -0.0001, 0.0207
O, 2.8393, 1.7167, 13.4179, -0.0059, 0.0147, -0.0731
O, 5.83, 8.7726, 21.2683, 0.0022, 0.0091, 0.0602
O, 2.5479, 2.4301, 10.8801, -0.0009, 0.0014, -0.1068
O, 7.6219, 4.8542, 21.1724, -0.0017, -0.0108, 0.0595
O, 5.2076, 7.4759, 12.5576, -0.001, 0.0273, -0.0709
O, 0.4316, 9.0646, 12.5042, -0.0005, -0.0001, -0.0559
O, 7.5788, 1.0607, 13.5773, 0.0049, -0.0003, -0.0427
O, 7.1114, 9.6383, 14.7506, -0.0096, 0.009, -0.0504
O, 8.9757, 5.0309, 12.6949, 0.0036, -0.0154, -0.0575
O, 8.0952, 8.0409, 16.9141, -0.0044, 0.0059, -0.0093
O, 6.2161, 2.58, 21.9056, -0.0005, 0.0061, 0.0501
O, 2.4552, 9.0671, 14.1205, -0.0051, -0.0218, -0.0715
O, 0.4257, 4.4897, 11.8658, -0.0021, -0.0044, -0.0595
O, 0.8183, 8.3224, 20.9348, 0.0025, 0.0048, 0.0556
O, 9.3928, 3.8268, 10.3508, -0.0111, -0.004, -0.0892
O, 9.6557, 2.3853, 12.535, 0.0043, 0.0217, -0.0631
O, 7.6215, 8.5659, 19.3949, -0.0044, 0.0019, 0.0274
O, 2.5538, 8.172, 11.3794, 0.0203, 0.0075, -0.1027
O, 3.9755, 3.0606, 15.3833, -0.0038, -0.0094, -0.0328
O, 0.8327, 4.4853, 14.4412, 0.0137, 0.0004, -0.0596
O, 10.052, 3.0042, 18.961, 0.0005, -0.0024, 0.0237
O, 9.1397, 7.8039, 12.9424, 0.0074, 0.0237, -0.0632
O, 10.5153, 0.5434, 20.0791, -0.0004, 0.0005, 0.0331
O, 6.0243, 5.0408, 11.9307, -0.0031, -0.0146, -0.0745
O, 8.1571, 2.7492, 17.0139, -0.0009, 0.0004, -0.0022
O, 3.538, 5.486, 16.7299, 0.0061, -0.0051, -0.015
O, 4.6728, 9.1273, 10.3869, -0.0299, 0.0048, -0.0936
O, 1.5354, 6.6726, 13.1876, 0.0049, 0.0147, -0.053
O, 4.7578, 5.486, 14.3431, 0.013, 0.0159, -0.0634
O, 2.0496, 3.8618, 20.919, -0.0057, 0.0018, 0.0533
O, 10.5528, 1.4181, 16.9506, 0.0027, -0.0077, -0.0085
O, 0.9526, 6.0797, 16.5486, -0.0059, -0.0033, -0.0159
O, 7.3351, 10.9565, 21.938, 0.0003, -0.0117, 0.056
O, 5.9336, 0.9203, 19.9182, 0.0046, -0.0055, 0.0377
O, 6.0621, 10.0296, 12.4146, -0.0104, -0.0337, -0.0896
O, 2.8452, 0.5467, 15.6142, 0.003, 0.0069, -0.0247
O, 7.0546, 8.0178, 10.7873, 0.0093, -0.0024, -0.0831
O, 10.246, 8.0227, 18.69, 0.0021, 0.0003, 0.0169
O, 3.4433, 9.1982, 16.5867, -0.007, 0.0014, -0.0203

Results
free energy: -141734.055 eV
free energy less fixed offsets of As -4856.12, O -568.88, Si -635.61 eV per atom: -4.845 eV

The program warned: the cutoff lies below the one the program advises for these potential files; the forces do not sum to zero within the program's tolerance; the exchange-correlation potential is rough where the density is thin.
